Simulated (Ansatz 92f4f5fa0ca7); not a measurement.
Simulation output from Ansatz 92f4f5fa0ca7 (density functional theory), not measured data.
Periodic cell of 408 atoms, Si264O144, from a study of silicon, its oxide and their interface. The atomic structure is a simulated model.
Doubt: the cutoff is far below the 930 eV that the study's wrapper takes by default for these files, so forces and energies are approximate.
This geometry differs little from another in the collection (a relaxation step or a small displacement).

Settings
functional: PBE
potential files: Ansatz PAW
basis: plane waves
wave-function cutoff: 580 eV
density cutoff ratio: 5
exchange-correlation grid ratio: 1
k mesh: 1 x 1 x 1, Gamma-centred
self-consistency stop: 5e-08 eV per atom in the density residual
occupations: fixed
spin: none
net charge: 0

Cell vectors (angstrom)
a, 15.4687, 0, 0
b, 0, 12.8259, 0
c, 0, 0, 36.3999

Atoms and the computed forces on them: element, x, y, z (angstrom), force x, y, z (eV/angstrom)
Si, 0.0277, 1.1583, 33.749, -0.0014, 0.0022, 0.0015
Si, 3.8501, 1.1934, 33.7254, -0.0001, -0.0001, 0
Si, 7.7299, 1.1399, 33.7858, 0.0004, 0.0031, 0.0017
Si, 11.6058, 1.1804, 33.7007, 0.0008, -0.0016, 0.0039
Si, 1.961, 7.576, 33.7423, -0.0002, -0.0006, -0.0007
Si, 5.8084, 7.5887, 33.7894, 0.0003, 0.002, -0.0021
Si, 9.628, 7.5694, 33.6442, 0, 0.0004, 0.0012
Si, 13.5226, 7.5722, 33.6602, 0.0014, 0, 0.0017
Si, 1.9336, 5.247, 34.133, 0.1909, 0.0789, -0.1692
Si, 5.8008, 5.247, 34.133, 0.1348, 0.1465, -0.362
Si, 9.6679, 5.247, 34.133, 0.2486, -0.0915, 0.0054
Si, 13.5351, 5.247, 34.133, -0.325, -0.1854, -0.14
Si, 0, 11.6599, 34.133, 0.2476, 0.1483, 0.393
Si, 3.8672, 11.6599, 34.133, -0.22, 0.0808, -0.3627
Si, 7.7343, 11.6599, 34.133, -0.0241, -0.0304, 0.2411
Si, 11.6015, 11.6599, 34.133, -0.1086, 0.175, 0.1128
Si, 0, 4.664, 35.3697, 0.0272, -0.0451, -0.1164
Si, 3.8672, 4.664, 35.3697, -0.0414, -0.073, -0.0714
Si, 7.7343, 4.664, 35.3697, -0.0275, -0.0408, -0.0911
Si, 11.6015, 4.664, 35.3697, 0.0221, 0.1878, 0.1044
Si, 1.9336, 11.0769, 35.3697, -0.0795, -0.0312, 0.0163
Si, 5.8008, 11.0769, 35.3697, 0.0819, -0.0829, -0.0699
Si, 9.6679, 11.0769, 35.3697, 0.0104, -0.0184, 0.0135
Si, 13.5351, 11.0769, 35.3697, -0.0268, -0.0001, -0.0274
Si, 0, 2.332, 35.782, -0.0014, 0.0412, 0.166
Si, 3.8672, 2.332, 35.782, -0.0435, 0.0208, 0.1401
Si, 7.7343, 2.332, 35.782, 0.0651, 0.0778, 0.3396
Si, 11.6015, 2.332, 35.782, 0.0447, -0.0216, -0.0747
Si, 1.9336, 8.745, 35.782, 0.1017, 0.0656, 0.1235
Si, 5.8008, 8.745, 35.782, -0.0317, 0.1723, 0.5078
Si, 9.6679, 8.745, 35.782, -0.044, -0.0749, -0.3783
Si, 13.5351, 8.745, 35.782, -0.0941, -0.0876, -0.2877
Si, 1.9336, 1.749, 0.6188, -0.0014, 0.0754, 0.0335
Si, 5.8008, 1.749, 0.6188, 0.0404, 0.0513, 0.004
Si, 9.6679, 1.749, 0.6188, -0.0246, 0.0159, 0.0285
Si, 13.5351, 1.749, 0.6188, -0.0779, 0.0106, 0.0071
Si, 0, 8.162, 0.6188, 0.0468, -0.0897, -0.0555
Si, 3.8672, 8.162, 0.6188, -0.0071, 0.0852, 0.0136
Si, 7.7343, 8.162, 0.6188, -0.0338, -0.0578, 0.0122
Si, 11.6015, 8.162, 0.6188, 0.0181, -0.1431, -0.0505
Si, 0, 5.83, 1.031, -0.0234, 0.0026, 0.004
Si, 3.8672, 5.83, 1.031, 0.0299, -0.0671, -0.0716
Si, 7.7343, 5.83, 1.031, 0.0037, -0.0353, -0.0152
Si, 11.6015, 5.83, 1.031, 0.0035, -0.1303, -0.0364
Si, 1.9336, 12.2429, 1.031, 0.0746, 0.0262, 0.0258
Si, 5.8008, 12.2429, 1.031, -0.0454, 0.0986, 0.0589
Si, 9.6679, 12.2429, 1.031, -0.0217, 0.0389, 0.0502
Si, 13.5351, 12.2429, 1.031, 0.0259, 0.0941, 0.0965
Si, 1.9336, 5.247, 2.2678, 0.1633, -0.0739, -0.3422
Si, 5.8008, 5.247, 2.2678, -0.0619, -0.0848, -0.4623
Si, 9.6679, 5.247, 2.2678, 0.0092, -0.3806, -0.6417
Si, 13.5351, 5.247, 2.2678, 0.0112, -0.357, -0.6011
Si, 0, 11.6599, 2.2678, -0.0788, 0.0844, 0.4074
Si, 3.8672, 11.6599, 2.2678, -0.09, -0.0616, -0.0949
Si, 7.7343, 11.6599, 2.2678, 0.0763, 0.0346, 0.3411
Si, 11.6015, 11.6599, 2.2678, -0.1107, 0.0814, 0.617
Si, 1.9336, 2.915, 2.68, 0.003, -0.0095, 0.0045
Si, 5.8008, 2.915, 2.68, -0.0158, 0.0007, -0.0007
Si, 9.6679, 2.915, 2.68, 0.0476, -0.1256, -0.0306
Si, 13.5351, 2.915, 2.68, 0.0598, -0.116, -0.0216
Si, 0, 9.328, 2.68, -0.0481, 0.1844, 0.2739
Si, 3.8672, 9.328, 2.68, -0.0061, -0.1257, -0.3009
Si, 7.7343, 9.328, 2.68, 0.0286, 0.2022, 0.3121
Si, 11.6015, 9.328, 2.68, -0.0306, 0.182, 0.3653
Si, 7.5202, 0.2104, 17.1821, -0.0054, 0.0003, -0.0032
Si, 1.5956, 4.2543, 27.8163, 0.0006, -0.0022, 0.01
Si, 8.3284, -1.4903, 21.9487, 0.0005, -0.001, -0.0001
Si, 17.4911, -2.7098, 24.947, -0.002, -0.0004, 0.0031
Si, 7.8297, 5.0562, 30.9034, -0.0117, 0.0031, -0.0131
Si, 4.0562, 10.5911, 22.8302, -0.0017, -0.0008, -0.0007
Si, 13.6677, 8.8086, 29.5342, -0.0101, 0.0038, 0.0016
Si, 15.8244, 12.2394, 21.5223, -0.0038, 0.0023, 0.0033
Si, -3.6139, 4.9027, 19.4354, 0.0005, 0.0026, 0.0002
Si, 4.2385, 8.1281, 24.51, -0.0015, -0.0032, -0.0009
Si, 5.7019, 3.12, 26.2484, -0.0009, 0.0034, 0.0002
Si, 18.4359, -1.7714, 19.986, 0.0005, 0.002, -0.0026
Si, -0.2648, 11.5027, 23.874, -0.0053, 0.004, -0.0008
Si, 11.6388, 14.4119, 29.5405, -0.0013, -0.0048, -0.0069
Si, 4.3941, 6.8541, 30.6342, 0.0017, -0.0027, 0.0006
Si, 12.5643, 10.3098, 22.9224, 0.0059, 0.0014, -0.0021
Si, 1.8919, 0.687, 30.4986, -0.003, -0.0052, -0.005
Si, -0.0316, 1.2723, 29.1768, 0.0001, 0.0074, 0.0073
Si, 4.7293, -1.2657, 28.2641, -0.0091, -0.0021, 0.0044
Si, 15.0682, 3.6534, 28.8826, 0.0039, -0.0016, 0.0001
Si, -4.6725, 8.097, 22.7484, -0.0018, 0.0033, -0.001
Si, 0.6555, 7.1546, 20.8672, -0.0028, 0.0009, -0.0028
Si, 8.3588, 10.7855, 25.1033, -0.0007, 0.0002, -0.0005
Si, 14.6896, 12.575, 26.6721, -0.0008, 0.0018, 0.0015
Si, 3.5762, 3.116, 28.5775, -0.0051, 0.0037, 0.0019
Si, 8.3186, 3.9258, 27.5143, 0.0017, 0.0021, 0.0096
Si, 9.6984, -1.8789, 30.7862, 0.0007, 0.0022, 0.0035
Si, 11.3542, 5.5607, 29.1002, -0.01, 0.0012, 0.0007
Si, 0.8401, 4.8244, 24.9324, 0.0049, 0.0009, -0.0041
Si, 3.962, 4.4882, 30.678, 0.0014, 0.0061, -0.0011
Si, 13.7343, 9.6067, 27.3247, 0.0043, 0.0014, -0.016
Si, 15.4429, 7.2657, 30.3536, 0.003, -0.0009, 0.0015
Si, -2.2264, 4.7999, 27.7371, 0.0128, 0.0109, -0.006
Si, 5.9069, 0.8622, 30.5628, -0.0069, -0.007, -0.0019
Si, 9.2177, 3.9927, 24.6566, 0.0001, -0.0081, 0.0028
Si, 13.5568, 0.4574, 30.3919, 0.0011, 0.0003, -0.0047
Si, -4.6917, 10.485, 27.165, 0.0024, 0.0083, -0.0077
Si, 1.9034, 7.2883, 28.9086, 0.0009, 0.0014, -0.0021
Si, 9.7538, 13.3283, 30.4687, -0.0018, -0.001, -0.0004
Si, 11.5731, 7.7889, 29.9892, 0.0074, -0.0018, -0.0075
Si, -0.1092, 4.8597, 30.8626, -0.0047, -0.0047, -0.0027
Si, -2.1495, 5.7895, 16.9774, 0.0007, -0.0029, 0.0034
Si, 6.8338, 7.2096, 30.504, -0.0034, -0.0068, 0.011
Si, 11.5821, 3.8635, 30.6903, -0.0035, 0.0058, -0.0014
Si, 1.8166, 11.1885, 30.8115, 0.0025, 0.0024, 0.0045
Si, 5.8671, 11.3469, 30.9252, -0.0025, 0.0048, 0.0056
Si, 7.897, 13.975, 29.2059, 0.0089, 0.0073, 0.0026
Si, 13.5285, 10.8708, 30.8556, 0.003, -0.0008, 0.0035
Si, 1.9375, 4.2008, 31.9916, 0.0023, -0.0015, -0.0012
Si, 5.881, 4.1001, 32.0092, -0.0014, 0.0014, 0.001
Si, 9.6521, 4.0475, 32.0955, 0.0059, 0.0037, 0.0053
Si, 13.5261, 4.0078, 32.08, 0.0015, 0.004, 0.0008
Si, -0.0055, 10.4953, 32.1285, -0.0007, 0.0007, -0.0034
Si, 3.8643, 10.5346, 31.9879, -0.0028, -0.0053, 0
Si, 7.7589, 10.5479, 32.0683, 0.0013, -0.0037, -0.0006
Si, 11.5878, 10.4639, 32.1193, -0.0007, 0.0011, 0.0018
Si, 1.9177, 1.8692, 32.5159, 0.0014, -0.0005, -0.0013
Si, 5.831, 1.8591, 32.6288, 0.0016, 0.001, -0.0017
Si, 9.5992, 1.7027, 32.5173, -0.0008, -0.0042, -0.0034
Si, 13.6033, 1.6564, 32.472, 0.0008, 0.0004, 0.0038
Si, 0.0548, 8.1844, 32.5198, 0.0011, 0.0022, 0.0001
Si, 3.9141, 8.1666, 32.5425, 0.0009, 0.0032, -0.0051
Si, 7.6385, 8.2435, 32.4704, -0.0009, 0.0006, -0.0047
Si, 11.5647, 8.1297, 32.3884, -0.0011, 0.0019, 0.0047
Si, 0, 2.332, 3.9167, -0.0098, -0.2033, -0.359
Si, 3.8672, 2.332, 3.9167, 0.0936, 0.1488, -0.6335
Si, 7.7343, 2.332, 3.9167, -0.0362, -0.0804, 0.2207
Si, 11.6015, 2.332, 3.9167, -0.1978, -0.1242, 0.28
Si, 1.9336, 8.745, 3.9167, 0.4698, 0.4197, 0.1446
Si, 5.8008, 8.745, 3.9167, -0.5131, 0.5192, 0.1907
Si, 9.6679, 8.745, 3.9167, -0.0733, -0.3322, 0.1744
Si, 13.5351, 8.745, 3.9167, 0.1431, -0.3997, 0.0368
Si, 1.9892, 6.4429, 4.2729, 0.0013, 0.0024, -0.0033
Si, 5.7866, 6.4409, 4.2567, 0.0013, 0.0025, -0.0025
Si, 9.6755, 6.4205, 4.2204, 0, -0.002, -0.0015
Si, 13.5555, 6.3991, 4.2382, -0.0012, -0.0008, -0.0011
Si, -0.0052, 12.8143, 4.4086, -0.0016, -0.0044, -0.0009
Si, 3.831, 12.8715, 4.2866, 0.0005, 0.0032, -0.0012
Si, 7.6932, 12.8014, 4.3967, 0.0021, -0.0011, 0
Si, 11.5535, 12.8232, 4.4416, -0.001, 0.0005, -0.0012
Si, 0.0687, 5.8959, 5.4366, -0.0015, 0.0009, 0.0036
Si, 3.9022, 5.8298, 5.4798, -0.0027, 0.0016, 0.0191
Si, 7.7152, 5.909, 5.4176, 0.0009, 0.0044, 0.0029
Si, 11.6013, 5.8231, 5.4483, 0.0032, 0.0075, 0.0037
Si, 1.9918, 12.2516, 5.6142, -0.0006, -0.0015, -0.0035
Si, 5.683, 12.2909, 5.5778, -0.0018, -0.0025, 0.0031
Si, 9.5801, 12.5137, 5.8359, 0.0011, 0.003, -0.0046
Si, 13.5169, 12.4961, 5.778, 0.003, -0.0011, -0.003
Si, -0.0146, 3.5867, 5.8711, -0.0044, 0.0017, -0.006
Si, 3.848, 3.523, 5.8848, 0.0004, -0.0039, -0.004
Si, 7.7, 3.6377, 5.929, -0.0004, -0.0065, -0.0016
Si, 11.5074, 3.5585, 5.9799, 0.0001, -0.0003, -0.0005
Si, 2.6125, 9.9657, 5.9004, -0.0024, -0.0002, 0.0009
Si, 5.1038, 9.9646, 5.9232, 0.0032, 0.0027, 0.0028
Si, 9.6949, 8.6337, 6.3117, -0.0041, 0.0009, -0.0024
Si, 13.5716, 8.6957, 6.2807, 0.0164, 0.0018, 0.002
Si, 1.8885, 2.9444, 7.0564, 0.0054, 0.0078, -0.0008
Si, 5.7709, 3.1778, 7.1884, 0.0036, 0.0026, 0.0002
Si, 5.7715, 0.1227, 10.8434, 0.0051, -0.0014, 0.0008
Si, 13.522, 3.2272, 7.1135, 0.0041, 0.0029, 0.0035
Si, -3.8271, 10.9542, 8.5903, 0.0036, 0.0013, 0.0095
Si, 3.2052, 15.5192, 9.9953, 0.0121, 0.0039, 0.0022
Si, 5.7133, 4.9014, 8.8922, -0.008, -0.0069, 0.0106
Si, 15.459, 4.6839, 13.6514, -0.0007, 0.004, 0.0335
Si, 0.1493, 5.1499, 16.5196, 0.0036, 0.0059, -0.0032
Si, 2.5666, 4.5134, 8.628, -0.0155, 0.0047, 0.0001
Si, 7.8509, 7.4013, 7.2322, 0.0057, -0.0036, -0.0012
Si, 11.6287, 7.5074, 9.385, -0.0032, 0.0102, 0.0032
Si, -0.029, 13.0996, 8.8958, 0.0021, -0.0017, -0.0021
Si, 5.7084, 13.6762, 7.5216, 0.0031, 0.0015, -0.001
Si, 2.6951, 10.4683, 14.5695, 0.004, 0.001, 0.0007
Si, 11.4529, 13.2653, 8.8975, 0.005, 0.0032, -0.0138
Si, 6.2451, 9.0948, 7.8437, -0.0026, 0.0066, 0.0057
Si, 6.076, 12.7147, 15.383, 0.0036, 0.0057, 0.0058
Si, 7.3938, 0.0986, 8.9502, -0.005, 0.0001, 0.0079
Si, 13.0826, 6.264, 12.1751, -0.0125, -0.0038, 0.0009
Si, -5.9105, 16.0855, 7.3378, -0.0011, -0.002, 0.0002
Si, 1.7812, 18.9982, 10.1341, -0.0291, -0.0011, 0.003
Si, 13.5926, 10.7159, 7.3247, -0.0056, 0.0009, -0.0059
Si, 11.6603, 7.5824, 7.0261, -0.0035, -0.0105, 0.005
Si, 1.552, 9.1674, 7.8807, 0.0053, 0.0027, -0.001
Si, -1.5936, 4.3435, 9.1057, -0.0213, -0.0028, -0.002
Si, 13.4746, 1.0069, 7.7345, -0.0059, -0.0049, 0.003
Si, 17.4424, 0.6185, 7.6983, 0.0026, -0.0043, 0.0059
Si, 6.8959, 5.122, 21.5083, -0.0015, 0.0013, -0.0007
Si, 4.5744, 4.2776, 10.9526, 0.0025, -0.0012, -0.0253
Si, 8.9547, 5.6539, -7.563, 0.0115, -0.0046, -0.0066
Si, 3.9982, 13.5179, 9.1083, -0.0039, -0.0053, 0.0017
Si, 2.592, 5.1997, 12.1219, 0.0283, 0.0361, -0.0005
Si, 3.1216, 7.8759, 9.1761, 0.001, 0.0068, -0.0004
Si, 5.9253, 4.0973, 12.8332, 0.0026, 0.0082, 0.0002
Si, 9.7167, -2.1514, 7.3058, -0.0036, -0.0017, 0.0039
Si, 5.1336, 10.1584, 13.8178, -0.0096, 0.0064, 0.0032
Si, 7.851, 6.0422, 9.1793, 0.0047, 0.0004, -0.0054
Si, 9.4206, 13.8185, 7.863, 0.0037, 0.0029, -0.0045
Si, 15.436, 7.5155, 7.1454, -0.0132, 0.0034, -0.012
Si, -4.1664, 0.3968, 11.2161, -0.0016, 0.004, 0.0169
Si, -2.2469, -4.1164, 17.9025, 0.01, 0.0086, 0.0225
Si, 13.7928, 7.5784, 10.398, -0.0043, -0.0113, 0.0016
Si, 10.0479, -2.3994, 11.9291, 0.0101, -0.0059, -0.0172
Si, -4.9165, 9.5121, 14.9184, -0.0048, -0.0034, 0.0019
Si, -0.0175, 10.3982, 12.9625, 0.0057, 0.008, 0.0043
Si, 7.8389, 10.6242, 8.7073, 0.0015, 0.0008, -0.0059
Si, 7.9956, 9.752, 10.934, 0.0029, 0.0044, -0.0014
O, 6.223, 26.9683, 23.3755, 0.0012, -0.0009, 0.0009
O, 10.3989, -4.1383, 21.2765, -0.0009, 0.0004, 0.0018
O, 36.0301, 13.9467, 21.0483, -0.0004, 0.0021, 0.002
O, 0.3835, 6.3557, 25.3439, -0.0038, -0.0004, 0.0012
O, -2.3334, 31.1098, 20.2797, -0.0032, -0.0001, -0.0018
O, 22.7953, -11.0479, 17.6514, -0.0009, 0.0052, 0.0004
O, 21.3043, 21.6034, 14.4024, 0.0089, -0.0124, 0.0039
O, 34.3571, 20.3887, 29.4846, 0.004, 0.0017, 0.0039
O, 34.0421, 14.5156, 15.1542, -0.0026, -0.003, -0.0037
O, 45.2294, 18.5303, 22.5897, -0.0214, 0.0064, 0.0148
O, 1.7526, 27.9592, 10.7636, 0.004, -0.0018, -0.0038
O, -3.9044, 13.946, 21.0781, -0.0029, -0.0039, 0.001
O, 13.8473, 6.1853, 27.0613, -0.0036, -0.0096, 0.0014
O, 15.9225, 18.4022, 14.9545, -0.004, 0.0016, 0.009
O, 14.7759, 36.8803, 20.7524, -0.0066, -0.0099, -0.0005
O, 30.885, 13.8298, 21.3031, 0.0011, 0.0018, -0.0021
O, 17.0438, -2.749, 13.3732, -0.0028, 0.0005, -0.0039
O, 9.6226, 12.1833, 21.4521, -0.0002, 0.0003, 0.0005
O, 14.3944, -7.2761, 12.8079, -0.0079, 0.0235, -0.0199
O, 25.7438, 12.0628, 11.8018, -0.0073, -0.0021, 0.0074
O, 10.8664, 13.378, 23.5473, 0.0015, -0.0037, -0.0115
O, -8.0002, 6.0382, 22.7373, 0.0009, 0.0015, 0
O, 8.0337, 17.8174, 20.3239, 0.0006, 0.0018, 0.0004
O, 25.1455, 3.7665, 13.2874, 0.0005, -0.0006, -0.0003
O, 35.1244, 11.8784, 19.2068, -0.0013, -0.0004, 0.0037
O, -0.8103, 34.2525, 26.4115, -0.0051, -0.0017, 0.0048
O, 3.3856, 17.1522, 15.2501, 0.0031, 0.0071, -0.0114
O, 1.72, -5.7836, 22.1105, 0.0014, 0.0021, 0.0006
O, 4.4051, 16.2289, 27.1668, 0.0067, 0.0001, -0.0038
O, -13.5574, 5.8472, 28.1445, 0.0006, -0.0003, -0.0023
O, 40.0682, 25.6623, 17.2357, 0.0081, 0.0013, -0.0016
O, 6.218, 1.568, 26.3266, 0.0033, -0.0027, 0.0023
O, 3.864, 19.5462, 23.7594, 0.0011, 0.0032, 0.0004
O, 10.7864, 14.5972, 11.9682, 0.0016, -0.002, -0.0068
O, -11.6895, 10.2655, 27.9971, 0.0042, 0.0047, -0.0018
O, -2.5027, 29.3607, 26.5218, 0.0001, 0.0079, -0.002
O, 5.4971, 5.7069, 20.8973, 0.0034, 0, 0.0019
O, 24.1103, -7.9324, 15.4872, -0.0016, 0.0021, 0.0011
O, 17.1041, -21.5284, 26.1716, -0.0012, 0.0009, -0.0067
O, 16.031, -2.7155, 24.2188, 0.0003, -0.0005, 0.0009
Si, 14.5841, 5.3018, 21.0277, 0.0056, 0.0043, 0.0044
Si, 13.0058, 0.4603, 15.49, 0.0009, 0.0034, -0.0031
Si, 44.3172, 16.4843, 24.9314, -0.0062, 0.0016, -0.0057
Si, 19.5141, 19.0001, 7.7901, 0.0002, -0.0046, -0.0191
Si, 8.5301, 6.239, 23.9837, 0.0002, -0.0044, 0.0004
Si, 11.0041, 12.7857, 22.0368, 0.0118, 0.0023, 0.0033
Si, 18.2399, -6.8559, 22.7747, -0.0018, 0.0003, -0.0007
Si, 15.0586, 15.0343, 20.2327, -0.0008, 0.002, -0.0004
Si, 7.3388, 6.1114, 12.8901, 0.0062, -0.0109, 0.0086
Si, 23.1952, 18.3885, 16.6698, -0.0011, -0.004, 0.0021
Si, 11.7351, 5.1931, 9.962, -0.0006, -0.0065, -0.0199
Si, 27.4359, 1.9065, 19.7314, 0.0026, 0.0004, 0.0047
Si, 9.3285, 5.2097, 14.0022, -0.0026, 0.0013, -0.0052
Si, 13.6066, 10.3117, 15.4048, 0.0012, -0.004, 0.0124
Si, 15.3342, 10.6982, 8.9375, 0.0017, -0.0021, 0.0069
Si, 1.9712, 26.2616, 15.6277, 0.0034, -0.0012, 0.0011
Si, 3.9328, 5.1623, 20.8637, -0.0024, 0.0002, -0.0022
Si, 14.3437, 9.6586, 20.7115, -0.02, -0.0186, -0.0086
Si, 11.2764, -6.2714, 14.5393, -0.0069, 0.0009, 0.0078
Si, 17.8362, 6.5597, 18.4375, -0.002, 0.0013, -0.0001
Si, 9.8437, 9.2693, 29.0202, -0.0021, 0.002, -0.0021
Si, 19.3849, 0.837, 29.2836, 0.0008, -0.0011, -0.0016
Si, 21.6689, 2.9512, 17.6471, 0.0003, -0.001, -0.001
Si, 9.5439, 4.385, 9.4602, 0.0042, 0.0024, 0.0003
Si, 11.8603, 9.6331, 10.5472, -0.0293, 0.0061, -0.0017
Si, 15.1494, 6.3008, 9.1256, 0.0509, -0.0082, 0.0167
Si, 23.4125, -5.0291, 28.4308, 0.0051, 0.0008, -0.0048
Si, -0.4545, 2.4464, 15.5364, 0.0007, 0.0047, -0.0041
Si, 21.3097, 13.1035, 22.1972, -0.0029, 0.0027, -0.0017
Si, 22.2236, 12.8888, 26.6248, -0.0027, 0.0006, -0.0046
Si, 29.5292, 0.3698, 12.587, -0.0028, -0.0012, 0.0019
Si, 3.5975, 2.9466, 16.0663, 0.0062, 0.0015, 0.0038
Si, 9.0951, -3.8544, 20.3305, 0.0024, -0.0002, -0.0023
Si, 19.8735, 15.0907, 20.1495, 0.0003, 0.0024, -0.0037
Si, 6.1122, 7.1755, 14.6073, 0.0015, -0.0002, 0.0051
Si, 26.2119, 0.0976, 17.4156, -0.0028, 0.0003, 0.0031
Si, -6.0565, 15.4738, 12.1247, 0.0033, 0.001, 0.005
Si, 8.9316, 18.9061, 19.4731, 0.0029, 0.0001, -0.0015
Si, 18.682, 9.354, 17.4849, 0.0013, -0.0007, 0.0015
Si, 5.8032, 10.5732, 11.4983, -0.0034, 0.004, 0.0003
Si, 20.5717, -1.2381, 17.8684, 0.0022, 0.004, -0.0034
Si, 20.687, 8.7257, 9.9991, 0.0034, -0.0031, -0.0055
Si, 11.2669, 1.8092, 24.4955, -0.0007, 0.0041, -0.0012
Si, 14.335, 9.7526, 10.9062, 0.0209, 0.0135, -0.0001
Si, 6.4892, 2.8973, 23.5681, 0.0023, 0.0047, -0.0005
Si, 6.4997, -11.1132, 12.7597, -0.0037, -0.003, -0.0051
Si, 2.1762, 10.0472, 27.8804, -0.0018, -0.0026, 0.0002
Si, 13.0102, 6.1881, 23.4651, 0.0159, -0.0145, 0.0113
Si, 7.1742, 7.4885, 10.9006, -0.0044, 0.0043, -0.0071
Si, 22.4408, 8.0439, 26.0929, -0.0032, -0.0009, -0.0097
Si, 17.5361, 1.8171, 18.3051, -0.0005, 0.0034, 0.0036
Si, 10.4828, -2.7988, 17.7379, -0.0026, -0.0004, 0.0042
Si, 4.0848, 17.9495, 13.9929, -0.0211, 0.0021, 0.0123
Si, 15.6217, 1.965, 10.5456, -0.0132, 0.0035, 0.0059
Si, 11.727, 0.7034, 27.2973, -0.0009, -0.0032, -0.0049
Si, 14.4847, -5.7336, 25.8544, -0.0004, 0.0024, 0
O, 22.6109, -0.4546, 21.5994, 0.0016, -0.0018, -0.0011
O, 38.8729, 15.8965, 24.2553, 0.0078, 0.0055, 0.0019
O, 21.9862, 3.6473, 22.1221, 0.0014, 0.0025, 0.0005
O, 28.6545, 26.4097, 13.9033, -0.0026, -0.0005, 0.0047
O, 9.7965, 23.4212, 25.8511, -0.0008, -0.001, 0.0045
O, 15.6992, 13.396, 27.6704, -0.0013, -0.0025, -0.0046
O, 8.5331, 10.8447, 23.4889, -0.0004, 0.0022, -0.0025
O, 9.4389, -3.1323, 18.9161, 0.0062, 0.0031, -0.005
O, 16.1312, 2.1807, 19.0143, -0.0008, 0.0002, 0.0023
O, 20.2542, -16.4108, 23.4181, 0.001, 0.0024, 0.0001
O, 5.1563, 15.5096, 16.429, 0.0023, -0.0009, 0.0029
O, -1.7627, -16.2658, 19.2669, 0.0164, -0.0043, 0.0089
O, 13.5629, 7.1326, 17.8852, -0.004, 0.0167, 0.0002
O, 17.2535, 24.8065, 20.6804, 0.0011, 0.0004, 0.0005
O, 27.6666, -5.7413, 13.2818, 0.0022, 0.007, -0.006
O, 12.1944, 9.7478, 26.7304, -0.0005, -0.0035, 0.0032
O, 9.7709, -2.7596, 16.2525, 0.0008, 0.0025, 0.0028
O, 13.776, -0.9444, 15.8246, 0.0001, -0.0039, -0.0021
O, 5.8442, 10.907, 29.3016, 0.0047, -0.0003, -0.0031
O, -4.3536, -0.7959, 27.6359, -0.0018, 0.0002, 0.0027
O, 45.5214, 9.8145, 14.215, -0.0013, 0.0012, -0.0013
O, -3.8551, -3.9679, 17.7325, 0.0138, 0.0031, 0.0028
O, 17.9845, 22.4803, 16.0147, 0.0005, 0.0024, -0.0038
O, -7.1759, 2.5845, 28.4729, -0.0019, 0.0003, -0.0052
O, 28.3342, -0.0421, 11.5445, -0.0059, 0.002, -0.0074
O, -0.489, 3.8768, 24.6742, 0.0005, 0.0029, 0.0022
O, 19.0592, 48.7341, 21.2878, 0.0018, 0.0012, 0.0014
O, 8.0676, -2.855, 21.0915, -0.0001, 0.0031, 0.0016
O, 24.1596, 6.09, 17.8645, 0.0009, 0.001, 0.0018
O, 23.2161, 6.8179, 25.3067, -0.0012, 0.0039, 0.0055
O, 22.1668, 11.9414, 18.172, -0.0018, -0.001, 0.0023
O, 11.4116, 22.1914, 23.6033, 0.0005, -0.0009, -0.0022
O, 13.2602, 0.5317, 26.7371, 0.0019, -0.0014, 0.0024
O, -4.0607, -9.406, 19.9194, 0.0014, -0.0004, -0.0002
O, 27.4914, -1.2824, 22.0351, -0.0096, 0.0116, -0.0011
O, 6.8281, 6.7969, 16.0587, 0.0006, 0.0032, -0.0019
O, -3.0998, 17.6191, 17.8837, 0.0019, 0.0023, -0.0005
O, 20.0469, 19.3929, 14.5997, -0.0039, 0.0046, -0.0007
O, 9.4093, 16.6988, 26.283, -0.004, 0.0068, 0.002
O, 6.053, -1.5181, 14.5635, 0.0013, 0.0008, -0.0061
O, 20.8649, 3.4627, 24.6664, -0.0011, -0.0002, 0.0039
O, 14.701, 3.3383, 14.2001, -0.0107, -0.0131, 0.0118
O, 27.5014, 17.9262, 11.6157, -0.0017, 0.0009, 0.0076
O, 4.8084, 12.5391, 16.517, -0.0013, 0.0019, 0.004
O, 30.7665, -0.2561, 25.1394, 0, -0.0023, -0.0088
O, -1.9931, 7.265, 24.5869, -0.0079, -0.0215, -0.009
O, 8.4244, 20.3498, 20.0411, 0.0005, 0.0027, 0.0003
O, 15.15, 12.0129, 12.8657, 0.0076, -0.0094, 0.0008
O, 13.6354, -1.8484, 23.9441, 0.006, 0.0006, 0.0001
O, 29.9376, 11.0648, 27.2524, -0.001, 0.0011, 0.0028
O, 15.0935, 3.7218, 20.9058, 0, -0.0017, -0.0011
O, 22.278, -8.4053, 17.3714, 0.0017, 0.0022, -0.0006
O, 27.862, -6.7811, 15.6402, 0.004, 0.0009, -0.0039
O, 27.9702, 4.8554, 24.239, 0.0182, 0.0189, -0.0153
O, 26.3757, 1.3699, 26.0339, 0.0011, 0.0024, 0.003
O, 4.9674, -0.9084, 22.845, -0.0001, 0.0018, 0.0015
O, 16.8626, 5.7233, 17.4175, -0.0016, 0.0008, -0.0015
O, -7.7846, 12.8974, 27.9676, -0.0027, 0.0004, -0.0016
O, 13.6973, 1.7532, 16.2161, -0.002, -0.0007, 0.0021
O, -0.5236, 14.4166, 11.9935, 0.0096, 0.0078, -0.0062
O, 15.5477, -4.1664, 21.0887, -0.0212, 0.0139, -0.0048
O, 10.4709, 7.8887, 15.0475, 0.0005, 0.0017, -0.0018
O, 29.0585, 14.7474, 19.5809, -0.002, 0.0012, 0.0026
O, 1.2864, 4.3239, 12.7292, 0.0209, -0.0478, -0.0108
O, 12.8598, -23.4282, 24.3432, 0.0017, 0.0065, 0.0028
O, 21.5166, 13.8798, 14.2173, 0.0015, 0.003, -0.0008
O, 17.3724, 13.3623, 17.2792, -0.0014, -0.0011, -0.0034
O, 25.3487, 10.0233, 13.5275, -0.0003, 0.0004, 0.006
O, 17.2568, -2.0814, 26.4463, 0.0016, 0.0008, -0.0025
O, 13.2598, 9.3045, 21.8614, 0.0234, 0.0136, -0.0312
O, 17.9, 35.6898, 18.7896, 0.0012, 0.0011, 0.0013
O, 11.4435, 26.0207, 15.9553, 0.0013, 0.0011, 0.0006
O, 49.3015, -1.7987, 23.9027, 0.0009, 0.0011, -0.0004
O, 8.156, 1.6767, 12.5673, -0.0019, -0.0006, 0.0015
O, 34.1808, 20.5476, 17.6707, -0.0014, 0.0031, 0.0014
O, 7.6536, 25.045, 25.4548, -0.0011, -0.0003, 0.0017
O, 16.8231, -5.4928, 19.4195, 0.0003, 0.0007, 0.0046
O, 22.3079, 16.9509, 26.8392, 0.0002, -0.0025, -0.0038
O, 11.8442, -5.9692, 22.5677, 0.002, 0.0018, 0.0029
O, 1.858, 17.7249, 23.6515, -0.0027, -0.0011, 0.003
O, 2.8148, 8.6947, 25.1144, 0.0003, 0.0032, -0.0023
O, 9.0344, 3.344, 10.6841, -0.0001, -0.0014, 0.0004
O, 9.537, 7.4604, 23.5567, 0.0006, 0.0028, 0
O, 12.0803, 10.0648, 14.9125, 0.006, 0.0043, -0.0003
O, 10.5429, 18.6792, 19.6755, -0.0006, 0.0004, 0.0005
O, 33.6479, 15.8724, 17.4317, -0.0006, 0.0019, 0.0026
O, 20.2037, 10.0215, 17.4653, -0.0012, -0.002, -0.0008
O, 3.145, 27.1625, 19.4667, 0.0013, 0.0003, 0.0026
O, 16.0077, 14.0432, 15.1253, -0.0014, 0.0021, 0.0006
O, 5.4563, 15.7349, 19.0856, -0.0014, -0.0006, 0.0007
O, 32.6673, 21.3099, 27.8023, 0.0002, 0.0014, 0.0037
O, 3.3205, -7.2207, 19.3789, 0.0012, 0.0018, 0.0029
O, 16.9723, 23.495, 29.236, 0.0014, 0.0006, -0.0037
O, 26.6823, 11.4683, 18.0034, -0.0017, 0.0009, -0.0025
O, 20.8312, -4.9319, 25.6902, 0.0005, 0.0003, 0.0023
O, 11.238, 1.252, 18.4358, 0.0015, -0.0002, -0.0002
O, 20.9223, -0.9011, 26.8434, 0.0026, 0.0025, -0.0003
O, 30.2216, 16.1025, 10.0533, 0.0042, -0.0034, 0.0012
O, -1.4518, -3.4151, 16.6798, -0.0138, -0.0004, 0.0012
O, -13.1741, 24.8554, 14.9144, -0.0024, 0.0031, 0.0007
O, 7.4195, 9.5232, 25.5398, 0.0029, 0.0021, 0.0017
O, 0.1672, 16.3243, 16.6166, 0.0015, -0.0021, 0.0033
O, 25.9203, 3.1417, 24.0112, -0.0048, 0.0065, 0.0015
O, 34.7747, 3.5284, 21.0115, -0.0005, -0.0025, -0.0005

Results
free energy: -249710.620 eV
free energy less fixed offsets of O -568.88, Si -635.61 eV per atom: 9.140 eV

The program warned: the cutoff lies below the one the program advises for these potential files; the forces do not sum to zero within the program's tolerance; the exchange-correlation potential is rough where the density is thin.
